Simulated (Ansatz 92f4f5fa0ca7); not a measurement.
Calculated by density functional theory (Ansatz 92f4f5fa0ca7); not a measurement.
Periodic cell of 219 atoms, Si133O78N8, from a study of silicon, its oxide and their interface. The atomic structure is a simulated model.
Doubt: the cutoff is far below the 930 eV that the study's wrapper takes by default for these files, so forces and energies are approximate.

Settings
functional: PBE
potential files: Ansatz PAW
basis: plane waves
wave-function cutoff: 580 eV
density cutoff ratio: 5
exchange-correlation grid ratio: 1
k mesh: 1 x 1 x 1, Gamma-centred
self-consistency stop: 5e-08 eV per atom in the density residual
occupations: fixed
spin: none
net charge: 0

Cell vectors (angstrom)
a  10.938  0  0
b  0  10.938  0
c  0  0  31.2839

Atoms: element, x, y, z (angstrom)
Si  -0.3128  0.0985  23.5207
Si  5.5292  -0.2006  23.8223
Si  2.56  2.9967  23.9501
Si  8.5235  2.5222  23.7773
Si  0.2525  5.15  24.0131
Si  5.1739  5.7013  23.7866
Si  2.7223  7.6544  23.7037
Si  7.8886  8.6279  23.8718
Si  1.3354  1.2465  24.9522
Si  6.8066  1.3944  25.054
Si  4.1337  4.1413  25.2299
Si  9.5544  4.0323  25.2299
Si  1.3498  6.7236  25.3286
Si  6.7482  6.9205  25.0622
Si  3.9467  9.4274  24.979
Si  9.5556  9.6395  25.1484
Si  2.7045  -0.0527  26.4153
Si  8.1782  0.0596  26.5065
Si  0.051  2.6544  26.492
Si  5.4935  2.7266  26.5078
Si  2.7768  5.4428  26.6222
Si  8.1466  5.5029  26.4573
Si  -0.0276  8.2301  26.5079
Si  5.4132  8.2393  26.4817
Si  4.1018  1.3673  27.8657
Si  9.5708  1.3673  27.8657
Si  1.3673  4.1018  27.8657
Si  6.8362  4.1018  27.8657
Si  4.1018  6.8362  27.8657
Si  9.5708  6.8362  27.8657
Si  1.3673  9.5708  27.8657
Si  6.8362  9.5708  27.8657
Si  0  0  29.2329
Si  5.469  0  29.2329
Si  2.7345  2.7345  29.2329
Si  8.2035  2.7345  29.2329
Si  0  5.469  29.2329
Si  5.469  5.469  29.2329
Si  2.7345  8.2035  29.2329
Si  8.2035  8.2035  29.2329
Si  1.3673  1.3673  30.6002
Si  6.8362  1.3673  30.6002
Si  4.1018  4.1018  30.6002
Si  9.5708  4.1018  30.6002
Si  1.3673  6.8362  30.6002
Si  6.8362  6.8362  30.6002
Si  4.1018  9.5708  30.6002
Si  9.5708  9.5708  30.6002
Si  2.7345  0  0.6835
Si  8.2035  0  0.6835
Si  0  2.7345  0.6835
Si  5.469  2.7345  0.6835
Si  2.7345  5.469  0.6835
Si  8.2035  5.469  0.6835
Si  0  8.2035  0.6835
Si  5.469  8.2035  0.6835
Si  4.1018  1.3673  2.0507
Si  9.5708  1.3673  2.0507
Si  1.3673  4.1018  2.0507
Si  6.8362  4.1018  2.0507
Si  4.1018  6.8362  2.0507
Si  9.5708  6.8362  2.0507
Si  1.3673  9.5708  2.0507
Si  6.8362  9.5708  2.0507
Si  0  0  3.418
Si  5.469  0  3.418
Si  2.7345  2.7345  3.418
Si  8.2035  2.7345  3.418
Si  0  5.469  3.418
Si  5.469  5.469  3.418
Si  2.7345  8.2035  3.418
Si  8.2035  8.2035  3.418
Si  1.4797  1.3111  4.7129
Si  6.855  1.3436  4.8358
Si  4.0445  4.199  4.8489
Si  9.5136  4.1122  4.8346
Si  1.4053  6.7902  4.7882
Si  6.8138  6.7656  4.9006
Si  4.1563  9.5914  4.7588
Si  9.4833  9.6262  4.7126
Si  2.8874  0.0366  6.1781
Si  8.3059  0.0329  6.2779
Si  0.098  2.6966  5.9564
Si  5.4083  2.7356  6.1136
Si  2.754  5.6215  6.4062
Si  8.1709  5.4098  6.4389
Si  -0.1174  8.1679  5.8954
Si  5.408  8.2468  6.2072
Si  3.8543  1.7517  7.6128
Si  10.237  0.9951  7.3641
Si  1.4793  3.907  7.4135
Si  6.814  3.7411  7.6877
Si  3.6662  7.5349  7.7686
Si  9.4911  7.0824  7.5311
Si  1.2877  9.5614  7.0585
Si  7.1559  9.2647  7.4438
O  10.7155  -5.0212  22.6281
N  4.4819  1.9157  20.1774
N  3.8165  6.4754  22.9223
O  9.533  1.3249  23.227
O  6.6669  4.7741  11.7141
O  11.2154  -0.2755  7.7989
O  2.1233  6.5407  10.0103
N  2.056  8.3343  8.0639
O  11.6058  4.1872  8.8311
N  -0.3903  6.665  8.9126
O  11.0259  7.4536  12.6453
O  2.6156  2.7948  7.8565
O  8.9085  6.0343  12.0808
O  4.4678  1.6512  9.1683
O  4.8674  4.7713  13.7787
O  1.5485  7.9732  22.5311
O  6.1871  5.0966  22.6498
O  4.8817  11.3929  22.4564
N  10.9023  10.2194  21.9152
O  12.3081  4.0428  23.4854
O  -2.6772  3.4589  22.4443
Si  3.4144  8.8136  19.5673
Si  4.6577  1.5032  16.3744
Si  -1.2497  9.0654  21.3136
Si  6.3755  3.8346  17.1669
Si  5.1684  0.542  19.2894
Si  9.4917  2.2237  13.2117
Si  4.2835  -3.1061  16.8264
Si  18.4038  1.0304  11.6547
Si  -3.7366  8.1448  14.702
Si  10.7101  1.3281  18.327
Si  1.2186  -0.2511  20.755
Si  11.5859  6.8843  21.6243
Si  4.9201  -0.9629  14.775
Si  8.1075  -0.2982  18.9769
Si  11.9996  11.3645  13.0127
Si  8.2742  -6.2891  11.4875
Si  3.456  6.1685  21.1978
Si  -0.3515  5.0824  9.7197
Si  1.6299  12.7626  15.807
Si  3.7824  12.3267  21.6795
Si  8.9245  2.5735  9.3702
Si  3.5536  9.8753  11.9265
Si  10.4982  5.9275  12.5389
Si  15.9809  3.5895  19.9384
Si  7.3329  4.534  21.6528
Si  5.0664  4.8109  12.1304
Si  9.1088  6.5054  19.8642
Si  14.4083  -3.7852  10.7143
Si  9.5014  -6.7666  17.9249
Si  10.7528  8.8049  11.7601
Si  12.001  -3.3305  9.3051
Si  -5.6764  5.7747  15.0342
Si  -0.2752  4.0276  15.1255
Si  7.7453  -2.0235  11.8231
Si  -5.7118  -8.2158  10.162
Si  5.528  8.9343  9.943
Si  -3.5383  -2.8942  17.5495
O  4.3551  -7.3341  11.2571
O  2.9539  8.3681  11.6952
O  12.1175  3.3428  15.3829
O  4.4534  9.7371  13.2601
O  4.1297  4.7958  20.5948
O  24.2564  11.496  21.5562
O  4.0411  -4.4951  15.9435
O  9.2641  0.5789  18.2438
O  4.8006  0.6056  17.7153
O  -0.5847  2.9059  18.4902
O  8.0454  -3.2046  16.0546
O  8.7442  8.4202  22.4786
O  8.037  8.3754  13.3377
O  11.1881  -5.7771  11.2618
O  8.5362  1.4905  10.5242
O  10.7679  5.1604  13.9521
O  4.5753  10.0807  10.6668
O  5.96  3.8395  9.1462
O  8.7436  -1.0946  20.242
O  8.2085  1.2217  13.1158
O  3.1428  2.0988  16.3563
O  -0.8713  4.6917  16.4805
O  13.3597  11.0722  12.0985
O  4.0378  9.0825  15.8086
O  3.4388  2.6959  22.5784
N  -1.9162  -6.6869  9.9095
O  8.1693  5.7745  21.0032
O  0.5998  0.7344  19.6001
O  -6.4433  -0.8894  19.7586
O  -2.651  -2.7817  7.9756
O  18.5067  -1.3148  17.8416
O  -6.6309  -4.7818  11.6591
O  1.9361  -1.5434  20.0113
N  4.4538  7.6797  9.3627
O  6.2626  -5.8899  16.0957
O  7.1127  -0.5302  11.7172
O  -1.7068  8.9311  11.1798
O  6.5591  3.6664  20.5241
O  7.8845  2.5305  8.0895
O  6.0962  6.9977  14.3519
O  9.8417  5.333  19.013
O  6.6885  9.657  23.3572
O  0.6639  -13.076  10.3589
O  0.6817  1.1651  16.9757
O  6.4763  -1.3676  15.0022
O  -4.7989  1.8678  11.2347
O  -1.9904  -7.4169  12.4233
O  12.5001  11.7059  14.5401
O  5.9348  2.5116  16.324
O  3.948  7.5655  20.4822
O  17.7402  0.5594  19.4867
O  11.1247  9.9993  12.8074
O  3.2704  -2.7742  18.0632
O  15.7177  11.5548  15.0346
O  6.3522  -1.1722  8.8044
O  10.9291  12.5767  12.626
O  7.8975  3.8212  17.7679
O  10.2542  1.8525  8.7872
O  9.6901  2.7548  14.7386
O  6.5869  -2.8088  10.9556
O  5.2345  14.8679  18.3465
O  -5.1427  7.7228  17.4727
O  -2.8215  7.2499  18.78
N  -0.5995  7.5857  20.5893
O  1.8353  6.0196  20.8864

Results
free energy: -131990.678 eV
free energy less fixed offsets of N -385.13, O -568.88, Si -635.61 eV per atom: -0.868 eV

Forces (eV/angstrom), in the order of the atoms: element, x, y, z
Si  -0.0003  -0.0517  -0.1757
Si  0.0456  -0.0644  0.0703
Si  -0.1026  0.1236  -0.0825
Si  0.0243  -0.0374  -0.0586
Si  0.0722  -0.1283  -0.1794
Si  -0.1602  0.0633  -0.2192
Si  -0.0378  -0.0664  -0.046
Si  -0.0321  0.2139  -0.2771
Si  -0.0021  0.0078  0.0757
Si  -0.0294  -0.0613  -0.0296
Si  -0.0279  -0.0326  0.1021
Si  0.0298  -0.0472  0.0137
Si  0.1069  0.0746  0.0805
Si  0.0414  -0.0452  0.1314
Si  0.041  0.014  0.0597
Si  -0.0556  0.0518  0.0923
Si  0.0142  0.0024  -0.0522
Si  0.0397  -0.0073  -0.0515
Si  -0.004  0.024  -0.0384
Si  0.0295  0.0355  -0.0676
Si  -0.0499  -0.0227  -0.0792
Si  0.0369  0.0114  -0.0232
Si  0.049  -0.0269  -0.0241
Si  -0.044  0.0265  -0.0186
Si  -0.1344  -0.293  -0.4662
Si  0.0723  0.0949  0.2251
Si  0.0173  -0.5687  0.3359
Si  0.0282  0.1182  0.006
Si  0.3551  0.3252  0.5637
Si  -0.2858  0.0408  -0.2092
Si  -0.0657  0.0628  -0.0576
Si  -0.1999  0.1976  -0.1505
Si  -0.0358  -0.0459  -0.0081
Si  0.0141  -0.0666  0.0005
Si  -0.1445  0.0098  0.0254
Si  0.1541  0.0906  -0.0188
Si  -0.0622  -0.1142  -0.0543
Si  0.0193  0.0593  0.0276
Si  0.0345  0.0269  -0.0073
Si  -0.0351  -0.0653  -0.0155
Si  0.0109  -0.0227  -0.009
Si  -0.0412  0.0705  -0.027
Si  0.0545  -0.0478  -0.0151
Si  -0.0395  -0.0151  0.003
Si  0.0124  0.0236  -0.037
Si  -0.0238  -0.0118  0.0038
Si  -0.0171  -0.0151  -0.0028
Si  0.0373  0.0519  -0.0247
Si  -0.0292  -0.0147  0.0473
Si  0.018  -0.0816  0.0402
Si  0.0195  0.0394  -0.0266
Si  0.0228  -0.0307  -0.02
Si  -0.0358  -0.0264  0.0464
Si  0.0328  0.0065  0.0506
Si  -0.0178  -0.0052  0.0048
Si  -0.0279  0.0633  -0.0317
Si  0.1965  0.2462  0.0019
Si  0.142  0.1105  0.015
Si  -0.1322  -0.1597  0.0201
Si  -0.0968  -0.0985  0.0291
Si  0.1251  0.1229  0.0099
Si  0.0271  0.0234  0.0901
Si  -0.0833  -0.0383  0.0003
Si  -0.1238  -0.1291  -0.0452
Si  0.1197  -0.0788  -0.2744
Si  0.4959  0.1306  -0.185
Si  0.3881  0.4821  -0.1734
Si  -0.2158  -0.001  0.262
Si  -0.0597  -0.2644  0.2691
Si  -0.0105  -0.0654  0.3046
Si  0.0428  0.0409  0.1552
Si  -0.7005  -0.2818  0.1235
Si  -0.0306  -0.0139  0.0506
Si  0.0342  -0.0195  0.0356
Si  0.0446  0.004  0.0216
Si  0.0588  0.0049  0.0547
Si  -0.0621  0.0061  0.0044
Si  -0.0234  0.0587  0.0009
Si  -0.0325  0.0142  0.0616
Si  0.0611  0.0425  -0.0158
Si  -0.0326  0.0061  -0.0978
Si  -0.0863  0.0069  -0.0459
Si  -0.0046  0.0435  -0.09
Si  -0.0134  0.0741  0.0056
Si  0.1547  0.124  -0.0882
Si  -0.0778  -0.1439  -0.119
Si  -0.0005  -0.0191  -0.1036
Si  0.1022  -0.0953  -0.18
Si  0.0619  0.0904  0.0174
Si  0.0727  0.0133  0.2105
Si  -0.0568  -0.3108  0.3757
Si  -0.1798  -0.062  0.0627
Si  -0.1072  0.0413  0.1222
Si  0.0856  0.0818  0.2653
Si  0.1362  0.0058  0.0759
Si  0.0507  -0.062  0.0591
O  0.0214  -0.0262  0.0518
N  0.0185  -0.0037  -0.0349
N  0.0862  -0.1183  -0.0875
O  -0.0252  0.0342  0.0365
O  0.012  -0.02  -0.0025
O  -0.0833  0.0897  -0.0053
O  0.0125  -0.0183  -0.0412
N  -0.1025  0.0206  0.0023
O  0.0568  0.0926  -0.2225
N  0.0183  -0.0873  -0.0019
O  -0.0036  0.0047  -0.0101
O  -0.0484  0.0733  -0.0757
O  0.0268  0.0034  -0.0127
O  0.0118  0.0226  0.0226
O  -0.0103  0.0068  0.0017
O  -0.0117  0.0236  -0.0114
O  -0.0313  0.011  0.0341
O  -0.0302  0.0346  -0.0528
N  -0.0452  0.0391  0.007
O  -0.0354  0.0018  0.0805
O  -0.0269  0.0026  0.0124
Si  -0.0124  -0.0092  0.0174
Si  0.0316  -0.0207  0.0377
Si  0.0142  0.0081  -0.0082
Si  -0.018  -0.0024  0.0012
Si  0.0116  0.0066  -0.0255
Si  -0.0246  -0.0336  -0.002
Si  0.0271  0.0123  0.0041
Si  -0.0289  0.0134  0.0248
Si  0.0083  -0.0065  0.0237
Si  -0.0366  -0.0134  -0.0012
Si  -0.0448  -0.0029  0.008
Si  0.0348  -0.0021  -0.0292
Si  -0.0069  -0.0121  -0.001
Si  0.0225  -0.0022  -0.0043
Si  -0.0024  -0.0047  -0.0216
Si  -0.0597  0.0071  -0.0208
Si  -0.026  0.0344  0.0987
Si  0.0287  0.0015  -0.063
Si  -0.0316  -0.0166  0.0111
Si  0.0262  0.0092  0.0184
Si  0.0598  -0.0693  0.0138
Si  -0.0151  -0.0055  0.0487
Si  -0.0253  0.0196  -0.0035
Si  0.0018  0.0176  -0.021
Si  -0.0037  -0.0487  -0.0355
Si  0.0049  -0.0087  -0.0459
Si  0.0298  0.052  -0.0326
Si  0.0319  -0.0164  0.0448
Si  0.0117  0.0029  0.0085
Si  0.0039  -0.0116  0.0168
Si  -0.0215  -0.0041  -0.0123
Si  0.0303  0.0036  -0.0014
Si  -0.0221  -0.0099  0.0152
Si  0.026  -0.0201  0.004
Si  0.0193  0.0084  0.0002
Si  0.0235  -0.0092  -0.0026
Si  0.0203  0.0261  0.0304
O  0.0087  0.0098  -0.0194
O  0.0184  0.0019  -0.0265
O  0.0184  0.0066  -0.0104
O  -0.0172  0.0037  -0.0195
O  -0.0045  -0.0009  0.0025
O  -0.0061  0.0011  0.0441
O  -0.0096  0.0006  -0.0037
O  0.0023  -0.0026  -0.0013
O  -0.0038  0.0127  -0.0071
O  0.0038  0.0078  -0.0036
O  0.0006  -0.0051  -0.0216
O  -0.0534  0.014  0.1068
O  -0.0074  -0.0069  0.0116
O  0.0177  0.0262  -0.0253
O  0.0053  0.0792  -0.0957
O  0.022  0.0166  -0.0094
O  -0.0058  -0.0278  -0.0185
O  -0.0095  -0.0275  -0.0058
O  0.0067  -0.0013  0.0164
O  0.018  0.0229  -0.0321
O  -0.005  0.015  -0.0146
O  0.0101  0.0074  -0.0182
O  0.0058  -0.0087  -0.0159
O  0.0032  -0.0038  -0.0074
O  -0.0006  -0.0083  0.0186
N  0.0111  -0.0061  0.0423
O  -0.0205  -0.0233  0.0174
O  0.0226  -0.0158  0.0185
O  0.0099  0.0023  -0.0047
O  -0.01  0.0372  -0.0908
O  -0.0092  -0.0019  -0.017
O  -0.0363  -0.0125  -0.0003
O  0.0138  0.0087  -0.0056
N  -0.0331  -0.006  -0.0152
O  0.0011  -0.0011  -0.0073
O  0.017  0.0575  -0.0112
O  -0.0071  0.0053  -0.0234
O  0.0262  0.0479  0.0276
O  0.0769  -0.0016  -0.0083
O  0.0068  -0.0065  -0.0086
O  -0.0012  -0.0232  0.0037
O  0.0908  -0.0492  0.0696
O  -0.0103  -0.0335  -0.0388
O  0.0191  0.0081  -0.018
O  -0.0086  0.0106  -0.0231
O  0.0281  -0.0013  -0.0348
O  0.0147  -0.0062  -0.0039
O  0.0055  0.0107  -0.003
O  0.0043  0.0022  -0.0277
O  0.0117  0.0041  -0.0078
O  -0.0071  0.001  -0.0045
O  0.0061  0.0026  -0.0118
O  0.0058  0.0071  -0.0162
O  0.006  0.0065  -0.0177
O  0.0086  -0.0049  -0.0005
O  -0.0054  -0.0002  -0.0034
O  0.0021  0.0022  -0.0206
O  -0.1111  -0.0261  -0.0804
O  0.006  -0.0042  -0.0184
O  0.0096  0.0254  -0.0336
O  0.011  -0.0113  0.0264
O  -0.0177  -0.0087  -0.0002
O  -0.0165  -0.0162  -0.0021
N  -0.022  -0.0164  0.0288
O  0.019  -0.021  -0.0023

The program warned: the cutoff lies below the one the program advises for these potential files; the exchange-correlation potential is rough where the density is thin.
